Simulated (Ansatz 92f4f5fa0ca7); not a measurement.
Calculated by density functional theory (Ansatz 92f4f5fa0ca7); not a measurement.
Periodic cell of 213 atoms, Si131O78B1H3, from a study of silicon, its oxide and their interface. The atomic structure is a simulated model.
Doubt: the cutoff is far below the 930 eV that the study's wrapper takes by default for these files, so forces and energies are approximate.
This geometry differs little from another in the collection (a relaxation step or a small displacement).

Settings: functional PBE; potential files Ansatz PAW; basis plane waves; wave-function cutoff 580 eV; density cutoff ratio 5; exchange-correlation grid ratio 1; k mesh 1 x 1 x 1, Gamma-centred; self-consistency stop 5e-08 eV per atom in the density residual; occupations fixed; spin none; net charge 0.

Cell vectors (angstrom)
a	10.938	0	0
b	0	10.938	0
c	0	0	31.231

Atoms: element, x, y, z (angstrom)
Si	10.4327	0.5441	23.7551
Si	6.1137	10.3369	23.871
Si	2.2679	3.114	23.7689
Si	8.6358	2.3691	23.8035
Si	0.6545	4.9745	23.8528
Si	4.993	5.9393	23.8775
Si	3.2811	7.6383	23.9048
Si	7.7884	8.5329	23.8324
Si	1.2841	1.4109	25.0731
Si	6.9521	1.2756	25.0658
Si	4.0567	4.0922	25.0235
Si	9.7032	4.0703	25.0393
Si	1.516	6.7252	25.1658
Si	6.7828	6.8549	25.1293
Si	4.2191	9.4853	25.0414
Si	9.561	9.6101	24.9909
Si	2.7537	-0.0265	26.2997
Si	8.2715	-0.0278	26.5232
Si	0.0257	2.7507	26.5509
Si	5.4972	2.6972	26.3133
Si	2.797	5.3869	26.5864
Si	8.2445	5.4429	26.3406
Si	0.0401	8.196	26.3182
Si	5.4986	8.2101	26.5717
Si	4.1068	1.3535	27.7192
Si	9.6047	1.3575	27.8737
Si	1.3857	4.0839	27.9137
Si	6.8605	4.0743	27.7309
Si	4.1399	6.8133	27.891
Si	9.5865	6.8444	27.7297
Si	1.3926	9.5597	27.7318
Si	6.8726	9.5818	27.8823
Si	0.0398	-0.0293	29.1769
Si	5.4571	0.0176	29.1715
Si	2.7689	2.6931	29.1878
Si	8.2	2.7317	29.1766
Si	-0.0141	5.4908	29.1785
Si	5.5162	5.4295	29.1832
Si	2.7297	8.204	29.1749
Si	8.2347	8.1782	29.1809
Si	1.3673	1.3673	30.5472
Si	6.8362	1.3673	30.5472
Si	4.1018	4.1018	30.5472
Si	9.5708	4.1018	30.5472
Si	1.3673	6.8362	30.5472
Si	6.8362	6.8362	30.5472
Si	4.1018	9.5708	30.5472
Si	9.5708	9.5708	30.5472
Si	2.7345	0	0.6835
Si	8.2035	0	0.6835
Si	0	2.7345	0.6835
Si	5.469	2.7345	0.6835
Si	2.7345	5.469	0.6835
Si	8.2035	5.469	0.6835
Si	0	8.2035	0.6835
Si	5.469	8.2035	0.6835
Si	4.0525	1.413	2.0575
Si	9.5702	1.3597	2.036
Si	1.3842	4.0827	2.0471
Si	6.7982	4.1422	2.0628
Si	4.115	6.8227	2.043
Si	9.5292	6.8784	2.054
Si	1.3469	9.5944	2.0533
Si	6.8329	9.5694	2.0588
Si	-0.0267	0.0158	3.4668
Si	5.4312	0.0305	3.3497
Si	2.7186	2.7674	3.5284
Si	8.1907	2.7444	3.3409
Si	-0.0007	5.4892	3.3151
Si	5.4316	5.4914	3.5124
Si	2.7512	8.2164	3.3442
Si	8.1474	8.2056	3.5075
Si	1.3022	1.3987	4.8857
Si	6.7901	1.4054	4.688
Si	4.0795	4.1462	4.9638
Si	9.5849	4.1156	4.6427
Si	1.3882	6.8272	4.6454
Si	6.7678	6.8561	4.9483
Si	4.096	9.5849	4.7074
Si	9.5106	9.6116	4.857
Si	2.7112	-0.0468	6.1106
Si	8.1145	0.1215	6.1565
Si	-0.1019	2.825	6.1837
Si	5.5403	2.7788	6.2795
Si	2.6584	5.5971	6.2446
Si	8.0957	5.2703	6.1406
Si	-0.0289	8.099	6.0084
Si	5.3836	8.3323	6.2801
Si	4.4858	0.8764	7.3827
Si	8.8337	2.1002	7.2374
Si	0.8011	4.6515	7.3845
B	7.3653	3.4891	6.7514
Si	3.5224	7.4591	7.4985
Si	9.98	6.2717	7.2202
Si	1.6607	9.1117	7.3177
Si	6.2916	10.254	7.4158
H	8.9876	1.9169	8.7194
O	3.9653	0.838	8.9743
O	6.5813	10.3856	9.07
O	0.8359	9.656	8.6712
O	3.9636	7.1079	9.0666
O	9.7583	6.7173	8.7974
O	0.9928	4.516	9.0356
H	2.8238	7.9382	22.5157
H	5.3854	5.6125	22.4667
O	7.9864	3.1553	22.4295
O	0.1525	11.0616	22.2838
O	0.5025	5.668	22.3353
O	2.5838	2.5144	22.2287
O	5.8944	-0.1451	22.3012
O	8.1479	7.8788	22.3286
Si	10.9905	9.2135	13.9775
Si	5.9002	8.1387	16.3968
Si	9.1698	0.9514	19.1484
Si	3.25	7.1126	17.556
Si	2.2913	4.5811	18.9928
Si	0.7164	2.4293	14.558
Si	7.1644	5.7621	11.5881
Si	8.6468	3.1564	20.9331
Si	5.5089	3.3459	12.0111
Si	1.2492	3.684	10.4007
Si	2.4639	0.763	18.2908
Si	2.968	9.391	19.712
Si	5.9713	3.5719	16.1416
Si	3.1314	2.2913	20.7152
Si	7.2884	5.9653	14.6283
Si	6.1747	1.2319	14.2981
Si	9.9778	4.7994	15.6395
Si	8.3619	3.6432	18.0716
Si	10.7262	1.5028	11.7216
Si	4.0061	10.0067	14.6558
Si	3.6047	1.5542	10.3842
Si	6.8062	9.3889	10.3307
Si	5.1413	-0.1714	20.8767
Si	0.545	9.6045	10.2605
Si	2.4715	10.0776	12.213
Si	8.9218	7.8859	20.8891
Si	7.2805	9.5629	18.8718
Si	8.4381	10.6917	12.8265
Si	3.0574	5.3938	12.3945
Si	10.7688	5.2871	20.9034
Si	9.1762	7.4382	10.1069
Si	1.4805	6.6272	14.9022
Si	4.716	7.2266	10.5023
Si	2.8991	3.0945	16.5093
Si	1.163	10.6746	16.0375
Si	0.116	10.3079	20.8433
O	7.84	8.281	9.7341
O	10.0527	9.0414	20.9346
O	8.0934	4.0437	19.6546
O	4.8258	7.2468	17.2102
O	11.0205	9.5461	15.586
O	9.3635	4.577	17.1537
O	3.1927	1.6091	17.1114
O	4.1145	9.4585	20.8833
O	0.7479	1.9873	12.9849
O	8.4907	1.5817	20.506
O	3.2876	3.7761	20.0286
O	0.9603	5.1845	19.7219
O	3.1373	0.502	11.5684
O	2.3764	7.2282	16.1599
O	6.0357	2.3033	13.113
O	8.4717	10.5935	18.4881
O	6.6696	9.0798	17.4564
O	5.0775	9.0004	15.3041
O	6.2285	10.4741	19.7104
O	3.6546	6.7262	11.6434
O	0.6343	7.6811	13.9447
O	10.3155	8.5062	10.6545
O	10.3854	3.405	14.8817
O	4.7418	0.4881	14.4256
O	1.9549	9.1398	10.9801
O	9.4881	9.5324	13.3796
O	2.6707	10.2411	15.5582
O	4.4648	1.3351	20.739
O	6.029	6.258	10.5247
O	2.0781	1.5759	19.6607
O	3.5332	10.5578	18.7041
O	4.9168	2.4384	10.7923
O	0.5349	1.1012	15.4437
O	2.3712	2.5564	10.0955
O	4.3054	4.329	12.5552
O	6.3759	4.68	15.0233
O	2.7447	8.1356	18.725
O	8.8647	5.5696	14.7315
O	5.3506	8.731	10.7531
O	6.8884	4.1485	11.6028
O	6.9325	6.3819	13.0902
O	0.212	0.2063	10.774
O	6.8434	3.7733	17.4955
O	1.1913	-0.0372	17.6456
O	10.1667	3.7654	21.0884
O	6.391	2.0657	15.6762
O	9.2553	1.0866	12.31
O	7.8402	8.2656	19.7113
O	1.884	3.7387	17.6346
O	1.8151	4.7116	11.5546
O	4.366	3.7838	16.3687
O	2.1493	3.0881	15.0488
O	1.576	9.7124	20.469
O	7.4983	10.1152	11.6175
O	10.6031	0.4297	19.6959
O	3.5771	9.4	13.1947
O	10.8008	2.8669	10.7994
O	9.6385	6.4366	20.5703
O	6.9863	7.2154	15.6205
O	1.109	10.2011	13.1717
O	7.43	0.2161	14.0322
O	0.3912	5.699	15.6811
O	9.11	2.1677	18.0472
O	2.4775	5.8342	13.8667
O	8.6736	6.2482	11.1372
O	3.216	5.7269	18.3635

Results
free energy: -127840.098 eV
free energy less fixed offsets of B -154.04, H -15.97, O -568.88, Si -635.61 eV per atom: -0.598 eV

Forces (eV/angstrom), in the order of the atoms: element, x, y, z
Si	0.0032	-0.0017	0.0019
Si	-0.0036	0.0024	-0.0003
Si	0.0018	-0.0028	-0.0005
Si	-0.0016	0.0014	0.0002
Si	-0.0019	0.0027	0.001
Si	-0.0001	-0.0009	-0.0015
Si	0.0002	-0.0009	-0.0014
Si	0.0017	-0.0016	0.0003
Si	0	-0.0014	-0.0081
Si	-0.0002	0.001	-0.0072
Si	0.002	-0.004	-0.0072
Si	-0.0012	0.0017	-0.0088
Si	-0.003	0.0009	-0.0067
Si	0.0018	-0.0026	-0.0068
Si	-0.0019	0.0063	-0.0064
Si	0.0007	-0.0023	-0.0076
Si	0.0018	0.0005	0.0108
Si	0.0033	0.0035	0.0093
Si	0	-0.0022	0.009
Si	0	0.0013	0.0098
Si	-0.0038	-0.0004	0.0107
Si	-0.0009	0.0002	0.0079
Si	-0.0017	-0.0015	0.0092
Si	0.0053	0.0033	0.0136
Si	0.0002	-0.0031	-0.0142
Si	0.0014	-0.0043	0.0007
Si	0.0056	0.0006	0.0075
Si	0.0014	-0.0045	-0.0126
Si	0.0053	-0.0063	0.0052
Si	0.0025	0.001	-0.0124
Si	0.0024	0.0011	-0.0122
Si	-0.0034	-0.0044	0.0002
Si	-0.0051	0.0082	0.0012
Si	0.0047	-0.0027	0.0031
Si	-0.0087	0.0055	-0.0004
Si	-0.0006	-0.003	0.0035
Si	0.0057	-0.004	0.0024
Si	-0.0067	0.0094	0.0016
Si	-0.0002	-0.0026	0.0046
Si	-0.0041	0.0044	0.0005
Si	0.162	-0.2424	-0.0006
Si	-0.1277	0.0697	0.0351
Si	0.2091	-0.1747	-0.0753
Si	-0.0898	0.1161	-0.0192
Si	-0.1141	0.0899	0.0485
Si	0.2384	-0.1416	-0.0434
Si	-0.0479	0.0731	-0.0411
Si	0.2163	-0.1173	-0.082
Si	-0.2192	0.1938	0.0804
Si	0.0093	-0.1678	-0.0703
Si	0.1182	-0.0981	-0.0849
Si	-0.1655	0.2172	0.1582
Si	0.0705	-0.1141	-0.0762
Si	-0.1883	0.1695	0.121
Si	-0.1515	0.2068	0.0973
Si	0.0873	-0.0516	-0.0543
Si	0.0072	-0.0065	-0.0022
Si	0.0055	-0.0086	-0.0005
Si	-0.0078	0.0088	-0.0044
Si	0.0114	-0.0101	0.0006
Si	-0.004	0.0021	-0.0002
Si	0.006	-0.0043	-0.0038
Si	0.0045	-0.003	0.0009
Si	-0.0055	0.0008	-0.005
Si	-0.0006	0.0009	0.0079
Si	-0.0087	0.0034	-0.0046
Si	-0.002	-0.0001	0.012
Si	-0.0078	0.0295	0.002
Si	0.016	0.0057	-0.0123
Si	0.0033	-0.003	0.0224
Si	0.0058	0.0018	-0.0085
Si	-0.0057	-0.0002	0.01
Si	-0.0052	-0.0022	-0.0031
Si	0.0112	0.0163	0.0377
Si	0.0173	0.0044	-0.0004
Si	-0.0194	-0.0065	0.0287
Si	0.0025	0.0004	-0.0065
Si	-0.0054	-0.0118	-0.001
Si	0.009	0.0016	-0.007
Si	0.006	0.0019	-0.0005
Si	-0.0117	-0.0022	-0.0019
Si	-0.023	0.0037	0.0066
Si	-0.0057	0.0191	0.0056
Si	-0.0318	-0.0171	-0.0151
Si	0.0009	0.0014	0.0095
Si	0.01	0.0045	-0.0301
Si	-0.0103	0.0064	0.0013
Si	0.0062	0.0046	0.0062
Si	0.012	-0.0022	0.002
Si	0.0188	-0.0143	0.0217
Si	-0.0129	-0.0113	-0.0094
B	0.0089	-0.0115	-0.0158
Si	0.0061	-0.0045	-0.0049
Si	0.0067	-0.0153	0.0037
Si	-0.0081	0.0004	0.0092
Si	0.0104	-0.0037	-0.0053
H	-0.0071	0.0091	-0.0181
O	-0.0029	0.0003	0
O	-0.0028	0.0012	0.0004
O	0.0037	-0.0022	-0.0097
O	-0.0027	0.0019	-0.0017
O	-0.001	0	-0.0005
O	0.0038	0.0026	0.0033
H	-0.0001	0.0002	-0.0001
H	0.0005	0.0001	0.0002
O	0	0.0003	0.0006
O	-0.0002	0.0002	0.0017
O	0.0002	0.0006	-0.0005
O	-0.0002	0.0006	0.0026
O	0.0001	0.0001	-0.0005
O	-0.0008	0.0001	0.0025
Si	-0.0005	0.0007	-0.0006
Si	-0.0002	-0.0003	0.001
Si	-0.0004	0.0003	0.0005
Si	0.0004	0.0007	0.0001
Si	-0.0011	0.0002	0.0005
Si	0	-0.001	-0.0006
Si	-0.0001	-0.0003	-0.0001
Si	-0.0002	-0.0006	-0.0002
Si	0.0007	-0.0003	0.0016
Si	-0.002	-0.0017	0.0023
Si	-0.0001	-0.0001	0
Si	0.0009	-0.0003	-0.0011
Si	0.0001	-0.0006	0.0004
Si	-0.0003	0.0001	-0.0012
Si	-0.0002	0.0003	-0.0003
Si	-0.0002	0	-0.0004
Si	0	-0.0003	0.0006
Si	-0.0002	0.0002	0.0005
Si	-0.001	0.0011	-0.0013
Si	0.0002	0.0001	0.0005
Si	-0.0003	0.0024	0.0028
Si	-0.0005	0.0006	-0.0021
Si	0.001	-0.0005	0.0002
Si	-0.0018	0.0017	0.0053
Si	-0.0015	-0.0013	0.0001
Si	-0.0001	-0.0002	-0.0014
Si	-0.001	0.0002	-0.0003
Si	-0.0002	-0.0003	-0.0006
Si	-0.0007	-0.0005	0.0007
Si	0.0011	-0.0006	-0.0008
Si	-0.0034	-0.0003	0.0008
Si	-0.0002	-0.0007	0.0004
Si	0.002	0.0016	0.0015
Si	-0.0007	0.0001	0.0002
Si	0.0001	0.0002	0.0001
Si	0.0006	-0.0008	-0.002
O	0.002	-0.0005	-0.0005
O	0.0002	0.0003	0.0002
O	-0.0003	-0.0003	-0.0007
O	-0.0006	-0.0001	-0.0008
O	-0.0001	-0.0006	0.0002
O	-0.0002	-0.0002	-0.0006
O	0	-0.0005	-0.0003
O	0.0002	-0.0004	-0.0002
O	0.0002	0.0002	0.0017
O	0.0009	-0.0007	-0.0004
O	0.0003	-0.0012	0
O	0.0005	-0.0005	-0.0002
O	-0.0004	-0.0012	-0.0015
O	-0.0001	0	-0.0005
O	0.0002	0	-0.0007
O	0.0007	-0.0001	-0.0005
O	0.0003	-0.0004	-0.0006
O	0	0.0001	-0.0007
O	0.0004	-0.0006	-0.0002
O	-0.0009	-0.0007	-0.0003
O	0.0001	-0.0009	-0.0002
O	0.0001	0.001	-0.0019
O	-0.0005	0.0001	-0.0004
O	-0.0005	-0.0007	-0.0015
O	0.0002	-0.0003	-0.0014
O	0.0005	-0.0006	-0.0002
O	-0.0002	-0.0003	-0.0008
O	-0.0003	-0.0001	0
O	-0.0002	-0.0002	-0.0007
O	0.0004	-0.0001	0.0004
O	0.0001	-0.0006	-0.0008
O	0.0004	-0.0015	-0.0014
O	-0.0001	-0.0005	-0.0005
O	0.0006	-0.0017	-0.0025
O	-0.0001	0.0001	-0.0006
O	0.0003	-0.0005	0.0001
O	-0.0003	0	-0.0001
O	0.0001	-0.0002	-0.0005
O	-0.0013	-0.0018	-0.0011
O	-0.0007	-0.0002	-0.0002
O	-0.0004	-0.0005	0.0005
O	0.0005	-0.0009	-0.0016
O	-0.0005	-0.0007	-0.001
O	-0.0001	-0.0004	0.0002
O	0.0003	-0.0003	0.0002
O	-0.0002	0.0002	-0.0003
O	-0.0011	-0.0015	0.0007
O	0.001	-0.0005	0.0004
O	0.0002	0.0002	0
O	0.0012	0.0006	-0.0002
O	0	0.0001	-0.0003
O	0.0001	0.0002	-0.0003
O	-0.0012	0	0.0008
O	0.0011	0.001	0.0014
O	0.0003	-0.0005	-0.0001
O	0.0002	0	-0.0003
O	0.0008	-0.001	-0.0009
O	-0.0004	0.0004	0.0003
O	0	-0.0004	-0.0009
O	-0.0004	-0.0004	-0.0006
O	-0.0009	0.0002	-0.0004
O	-0.0002	-0.0001	-0.0003
O	0.0002	-0.0006	-0.0003
O	-0.0003	0.0002	-0.0003
O	-0.0002	-0.001	-0.0006
O	0.0001	-0.0009	-0.0009

The program warned: the cutoff lies below the one the program advises for these potential files; the exchange-correlation potential is rough where the density is thin.
